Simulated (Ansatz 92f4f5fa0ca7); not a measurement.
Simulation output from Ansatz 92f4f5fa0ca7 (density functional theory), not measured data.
Periodic cell of 240 atoms, Si143O91B6, from a study of silicon, its oxide and their interface. The atomic structure is a simulated model.
Doubt: the cutoff is far below the 930 eV that the study's wrapper takes by default for these files, so forces and energies are approximate.
This geometry differs little from another in the collection (a relaxation step or a small displacement).

Settings: functional PBE; potential files Ansatz PAW; basis plane waves; wave-function cutoff 580 eV; density cutoff ratio 5; exchange-correlation grid ratio 1; k mesh 1 x 1 x 1, Gamma-centred; self-consistency stop 5e-08 eV per atom in the density residual; occupations fixed; spin none; net charge 0.

Cell vectors (angstrom)
a, 11.6015, 0, 0
b, 0, 10.938, 0
c, 0, 0, 31.7653

Atoms: element, x, y, z (angstrom)
Si, 0.5148, 0.0231, 23.3168
B, 3.7881, 0.3126, 23.7951
Si, 7.8558, 0.0429, 23.2235
B, 2.2777, 0.9413, 23.8136
Si, 5.6029, 1.1275, 23.2905
Si, 10.002, 1.2051, 23.2507
Si, -0.0481, 5.1492, 23.21
B, 3.7027, 5.8291, 23.4159
Si, 7.5233, 5.437, 22.9087
Si, 1.8651, 6.631, 22.9665
Si, 5.5106, 6.7098, 23.0686
Si, 9.6146, 6.4854, 23.3152
Si, 2.0884, 2.6053, 24.989
Si, 5.7193, 2.7682, 25.018
Si, 9.7232, 2.7036, 25.0381
Si, 11.7254, 3.8911, 25.1374
Si, 3.8283, 4.2711, 24.8314
Si, 7.72, 3.9915, 24.8477
Si, 2.0083, 8.0722, 24.9846
Si, 5.7721, 8.1893, 24.973
Si, 9.7069, 8.1725, 24.9913
Si, 11.7098, 9.4498, 25.0797
Si, 3.8615, 9.5995, 24.997
Si, 7.7511, 9.489, 25.0316
Si, 11.6262, -0.0201, 26.9389
Si, 3.8776, -0.0259, 26.9741
Si, 7.7048, -0.0113, 26.9255
Si, 1.9741, 1.3326, 26.9783
Si, 5.7711, 1.3807, 26.9404
Si, 9.657, 1.323, 26.9443
Si, 11.6591, 5.4446, 26.9287
Si, 3.8956, 5.443, 26.9205
Si, 7.7438, 5.4229, 26.8292
Si, 1.9874, 6.8014, 26.9584
Si, 5.8133, 6.8208, 26.91
Si, 9.7006, 6.7934, 26.9165
Si, 1.9336, 2.7345, 28.8661
Si, 5.8008, 2.7345, 28.8661
Si, 9.6679, 2.7345, 28.8661
Si, 0, 4.1018, 28.8661
Si, 3.8672, 4.1018, 28.8661
Si, 7.7343, 4.1018, 28.8661
Si, 1.9336, 8.2035, 28.8661
Si, 5.8008, 8.2035, 28.8661
Si, 9.6679, 8.2035, 28.8661
Si, 0, 9.5708, 28.8661
Si, 3.8672, 9.5708, 28.8661
Si, 7.7343, 9.5708, 28.8661
Si, 0, 0, 30.7997
Si, 3.8672, 0, 30.7997
Si, 7.7343, 0, 30.7997
Si, 1.9336, 1.3673, 30.7997
Si, 5.8008, 1.3673, 30.7997
Si, 9.6679, 1.3673, 30.7997
Si, 0, 5.469, 30.7997
Si, 3.8672, 5.469, 30.7997
Si, 7.7343, 5.469, 30.7997
Si, 1.9336, 6.8362, 30.7997
Si, 5.8008, 6.8362, 30.7997
Si, 9.6679, 6.8362, 30.7997
Si, 1.9336, 2.7345, 0.9679
Si, 5.8008, 2.7345, 0.9679
Si, 9.6679, 2.7345, 0.9679
Si, 0, 4.1018, 0.9679
Si, 3.8672, 4.1018, 0.9679
Si, 7.7343, 4.1018, 0.9679
Si, 1.9336, 8.2035, 0.9679
Si, 5.8008, 8.2035, 0.9679
Si, 9.6679, 8.2035, 0.9679
Si, 0, 9.5708, 0.9679
Si, 3.8672, 9.5708, 0.9679
Si, 7.7343, 9.5708, 0.9679
Si, 11.5641, 0.0736, 2.8388
Si, 3.8768, 0.0605, 2.8803
Si, 7.7194, 0.0359, 2.876
Si, 1.9182, 1.3994, 2.922
Si, 5.8047, 1.4062, 2.8958
Si, 9.6356, 1.4033, 2.8893
Si, 11.5706, 5.446, 2.9453
Si, 3.8986, 5.4776, 2.9352
Si, 7.744, 5.4647, 2.9338
Si, 1.9236, 6.8051, 2.8594
Si, 5.8254, 6.8858, 2.9723
Si, 9.6608, 6.8544, 2.9182
Si, 1.9115, 2.7567, 4.9244
Si, 5.8337, 2.7153, 4.869
Si, 9.6648, 2.5686, 4.9655
Si, 11.5245, 4.0821, 4.9207
Si, 3.8797, 4.0867, 4.8753
Si, 7.773, 4.0688, 4.876
Si, 1.9262, 8.4388, 4.5474
Si, 5.8309, 8.3211, 4.9231
Si, 9.6199, 8.3218, 4.7936
Si, 11.5518, 9.7015, 4.7607
Si, 3.8892, 9.6974, 4.832
Si, 7.758, 9.7815, 4.9223
Si, 11.6847, 0.2762, 6.6683
Si, 3.6304, 0.2137, 6.762
B, 8.0466, 0.3944, 6.286
B, 1.8824, 1.2218, 6.1945
Si, 6.1012, 1.2783, 6.7998
B, 9.6395, 0.9408, 6.3135
Si, 11.5263, 5.7584, 6.6539
Si, 3.6725, 5.6417, 6.6584
Si, 7.7046, 5.4879, 6.8095
Si, 1.8352, 7.0763, 6.3597
Si, 5.7465, 6.892, 6.863
Si, 9.5031, 7.0761, 6.7978
O, 0.3284, 5.0963, 8.1401
O, 5.8711, 7.912, 8.2107
O, 7.8371, 4.4345, 8.1383
O, 6.2038, 2.2747, 8.1395
O, 3.1267, 4.8951, 8.0863
O, 3.1894, 10.266, 8.1358
O, 1.8388, 7.9886, 7.7448
O, 9.2622, 8.277, 7.9938
O, 0.4926, 10.2896, 8.0308
O, 11.2735, 4.2334, 21.8344
O, 7.6147, 5.1134, 21.2456
O, 8.1431, 10.1823, 21.7812
O, 10.1407, 1.8298, 21.718
O, 10.0813, 6.7782, 21.7463
O, 1.5552, 7.6409, 21.6471
O, 5.6929, 7.5821, 21.6446
O, 5.4416, 1.984, 21.8807
O, 0.6723, 10.167, 21.872
Si, 1.8182, 9.4209, 8.5037
Si, 3.9605, 5.2343, 9.4493
Si, 5.3256, 7.7749, 9.7521
Si, 11.5345, 0.5398, 13.8325
Si, 0.8307, 2.6877, 18.2769
Si, 7.7089, 6.7471, 11.4705
Si, 8.3521, 4.4291, 16.784
Si, 9.8012, 8.2879, 9.5512
Si, 2.4993, 3.7121, 11.7695
Si, 10.1317, 11.1347, 10.9722
Si, 4.9513, 1.0972, 15.4439
Si, 11.3587, 3.0702, 11.0473
Si, 0.0786, 5.7085, 9.6235
Si, 6.0199, 3.7786, 14.6741
Si, 6.6377, 3.6341, 8.9327
Si, 2.9544, 1.1104, 13.0468
Si, 11.769, 4.5702, 13.4857
Si, 8.2034, 8.7734, 13.7021
Si, 7.593, 0.62, 12.239
Si, 9.7421, 7.4432, 20.3246
Si, 7.7035, 10.4634, 20.2319
Si, 1.5787, 7.7598, 11.1574
Si, 11.1465, 7.5507, 13.3996
Si, 6.5101, 7.9362, 20.2846
Si, 3.9029, 5.7157, 15.5617
Si, 5.8532, 1.9326, 20.3156
Si, 10.606, 3.1183, 20.8458
Si, 0.7841, 8.8869, 20.8808
Si, 1.2948, 9.0308, 15.2741
Si, 2.4557, 9.1771, 18.2007
Si, 0.867, 5.1812, 16.3941
Si, 9.0251, 9.9173, 17.6575
Si, 10.1917, 1.6938, 16.3403
Si, 3.6404, 8.1224, 13.5536
Si, 4.8642, 10.1045, 11.8024
Si, 3.6424, 1.1502, 18.2082
Si, 4.8409, 7.3411, 17.8254
Si, 10.1138, 6.8493, 17.4362
Si, 7.356, 3.6885, 11.9765
Si, 7.7659, 4.1844, 19.8769
Si, 6.5014, 9.3861, 16.157
O, 8.1404, 7.7619, 20.3362
O, 10.3325, 9.7637, 10.0686
O, 1.3765, 2.9866, 10.8154
O, 1.0296, 4.18, 17.6634
O, 9.7702, 8.4737, 17.2919
O, 7.9011, 2.222, 12.6099
O, 6.3656, 9.5347, 19.9735
O, 7.4872, 7.6, 12.833
O, 3.4313, -0.0309, 11.9548
O, 10.6076, 1.5373, 14.7538
O, 8.7591, 7.6553, 10.6187
O, 8.0248, 10.3656, 13.3035
O, 0.3563, 10.2823, 14.8498
O, 9.0138, 10.248, 19.2656
O, 4.1739, 6.8476, 14.4101
O, 9.2433, 3.5228, 20.0502
O, 10.8676, 4.4737, 10.3435
O, 4.4567, 1.6486, 16.891
O, 2.818, 7.6546, 12.219
O, 11.775, 4.3905, 15.116
O, 9.786, 8.373, 13.7183
O, 2.3172, 5.6687, 15.8682
O, 4.5216, 4.3167, 15.0257
O, 1.3829, 6.2438, 10.4869
O, 10.8906, 8.5976, 20.2742
O, 0.5356, 7.7075, 14.6868
O, 9.98, 6.4764, 19.0292
O, 6.3091, 6.8464, 10.6607
O, 7.5064, 8.6099, 15.1528
O, 7.4261, 9.8491, 17.3923
O, 7.193, 1.0482, 20.05
O, 11.5379, 1.8257, 17.2379
O, 9.2257, 3.0189, 16.5986
O, 11.0395, 3.3366, 12.6566
O, 2.744, 9.0826, 14.5287
O, 6.0178, 0.3246, 11.9123
O, 6.2583, 4.1431, 13.0968
O, 5.0543, 9.2556, 10.4057
O, 1.4889, 9.0139, 16.8874
O, 6.3316, 3.4052, 19.8736
O, 5.4504, 4.7286, 9.0335
O, 0.1423, 2.7419, 19.7465
O, 4.6538, 5.967, 16.9899
O, 5.7593, 10.6417, 15.4831
O, 6.9764, 3.2026, 10.4659
O, 5.3597, 8.419, 16.7386
O, 8.5058, 11.2789, 10.9189
O, 9.1799, 5.8365, 16.5345
O, 10.9359, 7.1355, 9.4671
O, 3.3659, 10.505, 18.0042
O, 7.7826, 4.649, 18.3025
O, 3.969, 6.8623, 9.6705
O, 7.1691, 4.4066, 15.6532
O, 10.727, 1.6689, 10.4613
O, 0.2489, 8.1436, 12.0502
O, 3.4034, 2.5724, 12.4903
O, 1.337, 1.1587, 13.2599
O, 10.9323, 5.9456, 13.1747
O, 8.1311, 5.1624, 11.7243
O, 4.5642, 1.4021, 19.5107
O, 6.0147, 2.1642, 14.8441
O, 2.2739, 1.9776, 18.4264
O, 4.9152, 9.0162, 13.0359
O, 5.8799, 7.0748, 19.0503
O, 3.4037, 7.8641, 18.3843
O, 0.0267, 6.463, 16.9663
O, 9.5606, 0.2485, 16.7933
O, 3.5319, 4.5136, 10.8243
O, 1.7176, 4.62, 12.9067
O, 10.7163, 0.0354, 12.5003
O, 3.6553, 0.8974, 14.4909
O, 1.6263, 9.3438, 19.5715
O, 1.7746, 8.9959, 10.0931

Results
free energy: -143584.334 eV
free energy less fixed offsets of B -154.04, O -568.88, Si -635.61 eV per atom: 0.216 eV

Forces (eV/angstrom), in the order of the atoms: element, x, y, z
Si, 0.0013, -0.0412, -0.0255
B, -0.02, -0.0219, -0.041
Si, -0.0156, -0.0363, 0.0118
B, 0.0163, 0.032, -0.0257
Si, -0.0024, 0.0416, -0.0263
Si, 0.0067, 0.0324, -0.007
Si, 0.0005, -0.0208, -0.0029
B, -0.0264, 0.0337, -0.0241
Si, -0.0107, -0.0033, -0.0093
Si, -0.0038, 0.0174, -0.0063
Si, 0.0189, 0.0182, -0.0145
Si, 0.0075, 0.0318, -0.0251
Si, -0.0175, -0.0067, -0.0087
Si, 0.0124, -0.0089, 0.0035
Si, -0.0024, -0.0065, -0.0026
Si, 0.0003, 0.014, -0.0101
Si, 0.0062, -0.0526, 0.0256
Si, -0.001, 0.0059, -0.0085
Si, 0.0139, -0.0131, -0.0061
Si, -0.0096, -0.0086, 0.0036
Si, -0.0013, -0.0073, -0.0086
Si, -0.0104, 0.009, -0.0011
Si, 0.0116, -0.0172, -0.0037
Si, 0.0223, 0.0096, -0.0069
Si, 0.015, -0.006, -0.0007
Si, 0.0022, -0.0155, 0.0579
Si, -0.0057, 0.0019, -0.0051
Si, -0.0024, 0.004, 0.0332
Si, -0.0127, 0.0141, 0.004
Si, -0.0024, -0.0005, -0.0085
Si, 0.0006, -0.0026, -0.0008
Si, 0.0037, 0.0234, 0.0132
Si, -0.008, -0.0023, -0.0022
Si, -0.0047, 0.0027, -0.0046
Si, -0.0025, 0.0036, -0.0094
Si, 0.0034, 0.0065, -0.0035
Si, 0.0214, 0.0486, 0.1714
Si, -0.0376, -0.0236, 0.1638
Si, 0.0091, -0.0877, -0.0473
Si, 0.0568, -0.051, 0.0614
Si, 0.0747, -0.1602, -0.056
Si, -0.0111, -0.0234, -0.4311
Si, 0.0512, -0.0203, 0.0078
Si, 0.0341, -0.1073, -0.0535
Si, 0.0165, -0.1454, -0.1882
Si, 0.0514, -0.0268, 0.0797
Si, 0.0516, -0.2283, 0.2644
Si, -0.1046, -0.0288, -0.0278
Si, 0.0046, -0.0325, 0.0002
Si, -0.0011, -0.0002, 0.0039
Si, 0.018, 0.0314, 0.0264
Si, 0.023, -0.0711, 0.0032
Si, 0.0227, -0.0255, 0.0094
Si, -0.0096, -0.0429, 0.0367
Si, 0.0091, 0.0378, 0.0364
Si, -0.0118, 0.1058, 0.0042
Si, -0.005, 0.141, 0.0263
Si, 0.0058, 0.0525, -0.0939
Si, -0.0032, -0.0855, -0.0427
Si, -0.0064, -0.0168, 0.0036
Si, -0.0059, 0.1611, 0.0976
Si, 0.0421, 0.1786, -0.0878
Si, -0.0745, 0.2478, -0.0914
Si, -0.0716, 0.0656, 0.1295
Si, 0.0833, 0.1032, 0.1132
Si, 0.0052, 0.0677, 0.0268
Si, -0.0279, -0.1177, -0.2377
Si, 0.0696, -0.0394, 0.2373
Si, -0.0187, -0.0013, 0.0539
Si, -0.0228, 0.0463, -0.0582
Si, -0.0009, 0.0826, 0.1352
Si, -0.0114, -0.0309, 0.0055
Si, 0.0005, -0.0055, -0.0073
Si, -0.0013, 0.0012, 0.0005
Si, 0.0036, 0.0096, -0.0054
Si, 0.0003, -0.0085, -0.0115
Si, -0.0033, 0.0079, -0.0009
Si, -0.0041, -0.0099, -0.0055
Si, -0.0021, -0.0012, 0.0002
Si, 0.0065, -0.0045, 0.0025
Si, 0.0008, -0.0076, 0.0051
Si, -0.0071, 0.005, 0.001
Si, 0.0019, 0.0047, 0.0019
Si, -0.001, 0.0025, -0.004
Si, 0.0043, 0.0225, -0.0017
Si, 0.0163, -0.0064, 0.005
Si, -0.0215, 0.0481, -0.0115
Si, 0.0085, -0.011, 0.0019
Si, -0.0128, -0.0086, 0.0024
Si, 0.0087, -0.0165, -0.0001
Si, 0.0035, -0.0009, 0.0089
Si, -0.0088, 0.0064, 0.0013
Si, 0.0181, 0.0094, 0.0037
Si, -0.0208, -0.0094, -0.0035
Si, 0.0061, -0.0063, -0.0019
Si, -0.0033, -0.0129, 0.0054
Si, 0.0293, -0.011, 0.0072
Si, 0.0028, -0.0314, -0.0007
B, -0.023, -0.0041, -0.001
B, -0.0082, 0.0348, 0.0201
Si, -0.0157, 0.0254, -0.0207
B, 0.015, -0.0199, 0.0083
Si, -0.0023, 0.0021, 0.0063
Si, 0.0072, -0.0006, 0.0048
Si, -0.0031, -0.0006, 0.0061
Si, -0.0059, 0.0079, -0.0004
Si, -0.0043, -0.0075, 0.0045
Si, 0.0013, -0.002, 0.0035
O, -0.0004, -0.0011, -0.0091
O, 0.0007, 0.0011, -0.0064
O, -0.0066, -0.0003, -0.002
O, 0.0059, 0.0051, 0.0167
O, -0.0015, 0.0012, -0.0076
O, 0.0027, -0.0042, 0.004
O, -0.0013, -0.0089, -0.0059
O, -0.0018, -0.0003, -0.0049
O, -0.0064, -0.0066, 0.0019
O, 0.0026, 0.0014, 0.0075
O, -0.0011, 0.0016, 0.0094
O, -0.0018, 0.0089, -0.0039
O, -0.004, -0.0132, 0.0092
O, -0.0151, 0.0222, -0.0601
O, -0.0025, -0.0019, -0.0078
O, -0.0064, -0.0065, 0.0086
O, 0.0022, -0.0125, 0.0038
O, -0.0044, -0.0218, -0.0191
Si, -0.004, 0.0099, 0.0088
Si, -0.0019, 0.0012, 0.0057
Si, -0.001, 0.0014, 0.003
Si, 0.0005, 0.0005, -0.0047
Si, 0.0022, -0.0001, -0.0017
Si, -0.0026, -0.001, 0.0005
Si, -0.0013, -0.0019, -0.0081
Si, -0.002, 0.0017, 0.0034
Si, -0.0027, -0.0014, -0.0017
Si, 0, 0.0024, 0.001
Si, -0.0016, 0.001, -0.0033
Si, 0.0002, -0.0027, -0.0012
Si, -0.0005, -0.0014, 0.0053
Si, -0.0033, -0.0004, -0.0041
Si, -0.0038, 0.0025, -0.0007
Si, -0.0018, 0.0003, -0.0035
Si, -0.001, -0.0001, -0.0051
Si, -0.0012, -0.0005, -0.0044
Si, -0.0013, 0.0004, -0.0016
Si, 0.0268, -0.0134, 0.0513
Si, -0.0059, 0.0011, -0.009
Si, -0.0011, 0.0026, -0.001
Si, -0.0022, -0.0007, -0.0036
Si, -0.0087, -0.0031, 0.0074
Si, -0.0017, 0.0005, -0.0042
Si, -0.0072, 0.0033, 0.0121
Si, -0.0006, 0.0095, -0.0123
Si, -0.0145, 0.0215, 0.0083
Si, -0.0014, 0.0012, -0.0044
Si, 0.0005, -0.0001, 0.0073
Si, -0.0011, 0.0002, -0.0036
Si, -0.0043, 0.001, -0.0068
Si, -0.0027, -0.0008, -0.0041
Si, -0.0019, 0.0003, -0.002
Si, -0.0039, 0.0001, -0.001
Si, 0.0014, -0.0004, 0.0024
Si, -0.0023, 0.0001, -0.0013
Si, -0.0014, 0.0049, -0.0124
Si, -0.0018, 0.0008, 0.0014
Si, -0.001, -0.0055, -0.0013
Si, -0.0033, 0.0001, -0.0048
O, 0, -0.0024, -0.0034
O, 0.0008, -0.0012, -0.0057
O, -0.002, 0.0002, -0.0025
O, -0.0026, -0.0003, -0.0013
O, -0.0029, -0.001, -0.0006
O, -0.0018, -0.0007, -0.0013
O, 0.0021, -0.0003, -0.0034
O, -0.0014, -0.0022, -0.0034
O, 0.0009, -0.0015, -0.0011
O, -0.0014, 0.0004, -0.0001
O, 0.0011, 0.001, -0.0033
O, -0.0018, 0.0012, -0.0012
O, -0.0016, 0.0002, -0.0005
O, -0.0013, -0.0025, -0.0052
O, -0.0014, 0.0001, 0.0003
O, 0.0027, -0.0024, 0.0016
O, -0.0029, 0.0028, -0.0043
O, -0.0014, 0.0011, -0.0049
O, -0.0019, -0.0009, -0.002
O, -0.0016, 0.0001, -0.0013
O, -0.0012, -0.0003, -0.0001
O, -0.0018, -0.0001, -0.001
O, -0.0014, -0.0004, -0.0003
O, -0.0029, -0.0018, -0.0025
O, 0.017, -0.015, 0.0307
O, -0.002, -0.0008, -0.0012
O, -0.0024, 0.0095, 0.011
O, -0.001, -0.0004, -0.0016
O, -0.0011, 0.0003, -0.0002
O, 0.003, 0.0001, -0.0005
O, 0.0048, -0.0055, -0.0045
O, -0.0011, 0.0009, -0.0015
O, -0.002, 0.0005, -0.0015
O, -0.0021, -0.0003, -0.0023
O, -0.0012, -0.0001, -0.0013
O, -0.0016, 0.0003, -0.0005
O, -0.0001, -0.0001, -0.0032
O, 0, -0.0005, -0.0029
O, -0.0005, -0.0014, -0.0018
O, -0.0005, -0.0022, -0.0031
O, 0.0053, -0.0083, -0.0064
O, -0.0074, 0.0012, -0.0004
O, -0.0015, 0.0003, -0.0012
O, -0.0017, -0.0009, -0.0008
O, -0.0025, -0.0001, -0.0073
O, -0.0009, -0.0006, -0.0007
O, -0.0005, -0.0008, -0.0045
O, -0.0023, 0.0007, -0.0017
O, 0.0002, -0.0004, -0.0043
O, -0.0022, -0.0015, -0.0031
O, -0.001, 0.0016, 0.0017
O, -0.0005, -0.0015, -0.0032
O, -0.0009, -0.0001, 0.0001
O, -0.0022, -0.0003, -0.0034
O, -0.0009, -0.0002, -0.0025
O, -0.0018, 0, -0.0008
O, -0.002, -0.0007, -0.0001
O, -0.0008, 0.0007, -0.0004
O, -0.0027, 0.0003, -0.0009
O, -0.001, 0.0008, -0.0059
O, -0.0017, -0.0011, -0.0007
O, -0.0048, 0.0021, -0.0017
O, -0.0012, 0.0007, -0.0014
O, 0.0016, 0.0024, -0.0016
O, -0.0042, 0.0015, -0.0034
O, -0.0021, 0.0006, 0.0002
O, -0.0017, -0.0017, -0.0002
O, 0.0007, 0.0019, -0.0036
O, -0.001, 0, -0.0003
O, -0.0025, -0.0009, -0.0027
O, -0.0013, -0.0005, -0.0014
O, -0.0218, -0.0104, 0.0086
O, -0.001, 0.0012, -0.0105

The program warned: the cutoff lies below the one the program advises for these potential files; the exchange-correlation potential is rough where the density is thin.
